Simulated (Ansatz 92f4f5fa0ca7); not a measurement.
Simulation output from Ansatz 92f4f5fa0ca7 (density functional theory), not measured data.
Periodic cell of 223 atoms, Si131O90P2, from a study of silicon, its oxide and their interface. The atomic structure is a simulated model.
Doubt: the cutoff is far below the 930 eV that the study's wrapper takes by default for these files, so forces and energies are approximate.

Settings
functional: PBE
potential files: Ansatz PAW
basis: plane waves
wave-function cutoff: 580 eV
density cutoff ratio: 5
exchange-correlation grid ratio: 1
k mesh: 1 x 1 x 1, Gamma-centred
self-consistency stop: 5e-08 eV per atom in the density residual
occupations: fixed
spin: none
net charge: 0

Cell vectors (angstrom)
a  10.938  0  0
b  0  10.938  0
c  0  0  32.1988

Atoms: element, x, y, z (angstrom)
Si  10.5852  0.2315  24.8517
Si  5.7346  10.6842  24.7323
Si  2.4765  2.9198  24.6279
Si  8.4215  2.4722  24.8145
Si  0.2706  5.172  24.7422
Si  5.151  5.7553  24.6762
Si  2.9295  8.0145  24.5853
Si  7.9363  8.4382  24.7232
Si  1.3271  1.388  26.0283
Si  6.8417  1.3166  26.1085
Si  4.0404  4.1129  25.9748
Si  9.6036  4.0668  26.0753
Si  1.3933  6.8333  25.9868
Si  6.7644  6.8552  26.0182
Si  4.0971  9.5412  25.9883
Si  9.4641  9.5746  26.1343
Si  2.7251  -0.0028  27.341
Si  8.1583  -0.0133  27.5426
Si  0.006  2.7244  27.4782
Si  5.4363  2.7523  27.3538
Si  2.7225  5.4738  27.4168
Si  8.1818  5.4745  27.3509
Si  -0.0082  8.1877  27.3643
Si  5.4341  8.2041  27.4386
Si  4.0816  1.3737  28.7379
Si  9.5708  1.3622  28.8312
Si  1.3607  4.1178  28.8031
Si  6.8251  4.1016  28.7406
Si  4.0886  6.8255  28.7957
Si  9.5554  6.8303  28.7459
Si  1.3656  9.5656  28.7374
Si  6.7848  9.5544  28.8407
Si  0.0136  -0.0168  30.1499
Si  5.4358  0.0228  30.153
Si  2.7322  2.7372  30.142
Si  8.1905  2.748  30.145
Si  -0.016  5.4831  30.1468
Si  5.4732  5.4643  30.1423
Si  2.7214  8.2096  30.1404
Si  8.2052  8.1945  30.1492
Si  1.3673  1.3673  31.515
Si  6.8362  1.3673  31.515
Si  4.1018  4.1018  31.515
Si  9.5708  4.1018  31.515
Si  1.3673  6.8362  31.515
Si  6.8362  6.8362  31.515
Si  4.1018  9.5708  31.515
Si  9.5708  9.5708  31.515
Si  2.7345  0  0.6835
Si  8.2035  0  0.6835
Si  0  2.7345  0.6835
Si  5.469  2.7345  0.6835
Si  2.7345  5.469  0.6835
Si  8.2035  5.469  0.6835
Si  0  8.2035  0.6835
Si  5.469  8.2035  0.6835
Si  4.1216  1.3763  2.0813
Si  9.5671  1.3537  2.0638
Si  1.3476  4.1338  2.0093
Si  6.8361  4.0849  2.0795
Si  4.0833  6.8587  2.0139
Si  9.5672  6.8342  2.0433
Si  1.38  9.5666  2.047
Si  6.832  9.5875  2.0594
Si  0.0273  -0.0066  3.4044
Si  5.5025  0.0151  3.4991
Si  2.7696  2.8673  3.3313
Si  8.1839  2.677  3.4828
Si  -0.0002  5.4779  3.4167
Si  5.4046  5.4916  3.3405
Si  2.7599  8.2196  3.4306
Si  8.199  8.2019  3.3899
Si  1.4406  1.4411  4.651
Si  6.9293  1.2502  4.988
P  4.1052  4.1753  4.65
Si  9.5983  4.052  4.7685
Si  1.372  6.8629  4.7696
Si  6.7794  6.844  4.7173
Si  4.1606  9.5442  4.8523
Si  9.6003  9.5149  4.7801
Si  2.8033  0.1272  6.0354
Si  8.2839  -0.1566  6.2914
Si  0.057  2.6679  6.1008
P  5.7707  2.4031  6.5594
Si  2.8122  5.4696  5.9606
Si  8.1109  5.4026  5.9931
Si  0.013  8.1688  6.1496
Si  5.5421  8.1733  6.2661
Si  3.9672  1.5042  7.5971
Si  9.8757  1.1037  7.4754
Si  1.7776  3.7904  7.2292
Si  6.6584  4.2815  7.4707
Si  4.3783  6.5117  7.4619
Si  9.3544  6.8498  7.3438
Si  1.1951  9.9092  7.2698
Si  7.2058  9.1457  7.6893
O  8.3229  7.9671  7.96
O  2.9274  2.7628  7.8281
O  9.5183  1.3579  24.2587
O  4.049  6.8737  24.1142
O  0.0979  0.0129  7.9718
O  5.4381  5.3116  7.9297
O  6.8453  9.5724  24.1913
O  1.3641  4.0624  24.1564
O  3.7383  7.1727  8.8662
O  1.1933  4.5025  8.58
O  9.8602  5.9196  8.6183
O  2.2381  9.3551  8.4151
O  7.4961  3.9013  8.8407
O  4.3016  0.8986  9.1037
O  6.763  9.5171  9.2287
O  9.2256  1.8311  8.8062
O  7.7064  3.158  23.507
O  10.4933  5.846  23.4314
O  5.0892  0.4391  23.3925
O  5.8578  5.0969  23.3442
O  3.1017  2.2093  23.263
O  2.2905  8.726  23.217
O  8.6115  7.7529  23.383
O  0.2321  10.352  23.5707
Si  4.389  1.573  22.4588
Si  3.502  7.9101  14.015
Si  7.1249  0.9559  14.646
Si  0.9397  9.3614  22.5105
Si  1.1762  4.2777  11.8321
Si  6.2758  8.9568  15.2988
Si  0.7035  1.3412  12.2731
Si  8.6266  4.9543  20.4974
Si  0.379  5.6932  9.2989
Si  5.1134  3.1249  17.9367
Si  0.9025  3.7466  16.7344
Si  10.4083  2.8477  19.2143
Si  5.3015  1.1459  10.3952
Si  0.8912  0.1784  19.8317
Si  6.6607  9.4211  10.8664
Si  9.3486  9.6778  18.3034
Si  9.4188  9.2156  12.5502
Si  6.569  3.85  22.5738
Si  2.4273  8.0413  9.3407
Si  10.6004  7.3628  17.0659
Si  2.5238  6.2866  16.5726
Si  10.1906  4.481  14.1706
Si  6.1472  9.1863  18.4961
Si  7.993  2.5475  9.605
Si  8.9104  2.1269  12.4548
Si  5.3488  6.2473  18.0548
Si  3.9306  0.5585  19.4566
Si  4.2679  3.8155  12.0512
Si  5.5513  6.5674  12.1299
Si  8.0216  2.5032  17.2055
Si  4.3655  2.4757  14.963
Si  1.5554  1.205  15.2433
Si  1.6013  9.3897  12.0063
Si  8.0638  6.8355  13.849
Si  10.3942  9.8246  15.4674
Si  9.8023  7.0166  22.5419
Si  8.1151  5.4835  17.3938
O  6.0553  7.9156  11.2701
O  6.0258  9.1956  16.8778
O  7.6949  1.3471  13.1738
O  0.9477  1.7387  13.8348
O  9.4293  6.2614  16.8665
O  6.7727  6.1806  13.1264
O  5.1393  4.6639  18.6002
O  9.2393  2.1548  18.2578
O  2.3742  0.1015  19.0663
O  9.4187  10.2239  16.7401
O  2.7862  4.4144  11.6851
O  5.0739  10.3245  19.0871
O  9.449  3.1969  13.5294
O  0.4613  1.7669  19.9479
O  3.1742  1.3431  15.0844
O  8.1665  5.379  19.0081
O  3.9026  6.6066  17.3841
O  4.5956  3.2772  16.3792
O  9.0645  5.6437  14.2981
O  5.4488  2.763  22.1247
O  10.7129  4.1828  15.6675
O  0.3513  3.8652  18.2668
O  10.4336  10.5211  19.1925
O  9.6601  9.9988  14.0065
O  10.8979  8.1298  22.0849
O  1.187  2.1608  16.5048
O  9.7348  3.7537  20.3984
O  8.1507  4.0309  16.6666
O  -0.0133  9.0758  11.8799
O  6.5988  2.4234  18.0042
O  5.5828  10.6587  11.2128
O  7.7587  9.5954  18.8208
O  10.0511  0.9959  12.0645
O  1.1141  7.1243  9.1253
O  0.6121  4.7551  13.2928
O  5.7201  7.6247  18.9688
O  5.2413  5.0505  11.5189
O  2.7216  6.9781  15.1092
O  0.9218  2.7088  11.4248
O  0.8689  10.6809  15.5279
O  2.4641  8.5961  10.8674
O  4.6923  2.3906  11.3065
O  4.223  3.5108  13.685
O  2.2306  4.6735  16.4925
O  10.7251  8.2406  15.6856
O  6.9308  10.2895  14.6565
O  2.3589  8.9272  13.3941
O  8.031  1.519  15.8964
O  4.1378  6.9649  12.8491
O  4.1885  2.014  18.7185
O  7.2921  4.4196  21.2471
O  8.4821  2.9384  11.11
O  1.1866  6.8502  17.3508
O  5.6646  1.586  14.7204
O  8.1474  9.7205  11.5825
O  9.2045  6.2897  21.2218
O  8.9884  7.6835  12.837
O  1.6751  0.0963  11.8479
O  6.6493  6.1447  17.0446
O  7.4109  7.799  15.013
O  1.2136  10.2932  21.208
O  10.0454  8.2012  18.3423
O  3.9552  0.8482  21.0705
O  0.3199  5.2635  10.8538
O  6.7462  1.5301  9.7562
O  4.7893  8.692  14.6612

Results
free energy: -135976.108 eV
free energy less fixed offsets of O -568.88, P -755.39, Si -635.61 eV per atom: -1.218 eV

Forces (eV/angstrom), in the order of the atoms: element, x, y, z
Si  -0.0022  0  0.0009
Si  -0.0016  0.0001  0.0048
Si  0.0032  0.0023  0.0049
Si  -0.0013  -0.0003  0.0024
Si  0.0008  0.0016  0.0053
Si  -0.002  0.001  0.0093
Si  0.0015  0.0006  0.0054
Si  -0.0026  0.0036  0.0027
Si  0.0024  -0.0058  -0.0045
Si  -0.0065  0.0052  -0.0057
Si  0.0008  -0.0013  0.0006
Si  -0.0031  0.0027  -0.0052
Si  -0.0009  -0.0008  0.0001
Si  -0.0015  -0.0018  -0.0031
Si  0.001  -0.0003  -0.0029
Si  0.0078  -0.0031  -0.0066
Si  0.0034  -0.0015  0.018
Si  0.0045  0.0005  -0.0228
Si  -0.0007  -0.0011  -0.0162
Si  0.0002  0.0011  0.013
Si  0.0038  -0.0053  -0.0074
Si  0.0006  0.0023  0.017
Si  0.0011  0.0011  0.0142
Si  0.0034  0.0017  -0.0117
Si  -0.0084  0.0037  -0.0161
Si  0.0095  -0.0042  0.0359
Si  0.0039  0.0138  0.0222
Si  -0.0067  0.004  -0.0176
Si  0.0005  -0.0037  0.0126
Si  0.0006  -0.0054  -0.0141
Si  0.004  -0.0006  -0.0194
Si  -0.0218  -0.0082  0.0382
Si  -0.0058  0.0108  -0.0031
Si  0.0151  -0.0093  -0.0009
Si  0.0065  0.0028  -0.0012
Si  -0.0012  -0.0053  0.0015
Si  0.0006  -0.0087  -0.0033
Si  -0.0065  0.0001  0
Si  0.002  -0.0032  -0.0006
Si  -0.0084  0.0017  -0.0061
Si  0.0709  -0.0264  -0.008
Si  -0.064  0.1032  -0.0537
Si  0.0443  -0.0516  -0.0288
Si  -0.1238  0.0231  -0.0499
Si  -0.0683  0.0737  -0.0888
Si  0.0252  -0.0992  0.0258
Si  -0.0857  0.0891  -0.042
Si  0.0321  -0.0675  -0.0052
Si  0.1084  0.0991  0.1996
Si  -0.0122  -0.0046  -0.0124
Si  -0.2183  -0.0777  -0.0031
Si  0.1366  -0.0896  0.1076
Si  -0.0975  0.178  -0.3275
Si  -0.0511  -0.1646  0.1586
Si  0.0679  -0.0694  0.0424
Si  0.0507  0.2461  -0.0772
Si  0.0278  0.0013  -0.0296
Si  -0.0191  0.0038  -0.0011
Si  -0.0312  0.0459  0.01
Si  0.0016  -0.0338  -0.0278
Si  -0.0537  0.0368  0.001
Si  0.0049  0.0034  0.012
Si  -0.0071  -0.0068  0.0167
Si  0.0047  0.0243  0.0063
Si  -0.0126  -0.028  -0.0103
Si  -0.0325  -0.0126  0.0238
Si  -0.0008  -0.0845  -0.0331
Si  -0.0127  0.0237  0.0207
Si  -0.0153  -0.01  -0.003
Si  0.0842  0.0048  -0.0346
Si  0.0356  0.0359  0.0062
Si  -0.0046  0.0096  -0.0145
Si  -0.008  0.0037  0.0246
Si  -0.1432  0.1332  -0.001
P  0.0245  -0.0283  -0.0687
Si  -0.0078  0.0214  0.0074
Si  0.0156  -0.0268  -0.0712
Si  0.0152  0.0197  0.0184
Si  -0.0168  0.0116  -0.0106
Si  -0.0041  0.0189  -0.0653
Si  0.0121  -0.0754  -0.0329
Si  -0.0723  0.0693  0.0685
Si  -0.004  0.0183  -0.0246
P  0.2722  -0.2414  -0.0038
Si  0.085  -0.0653  0.0981
Si  0.0532  -0.0186  -0.0293
Si  0.0165  -0.0269  0.0733
Si  -0.0298  0.0015  -0.0159
Si  -0.0573  0.0359  0.0356
Si  -0.0302  -0.0201  0.0124
Si  0.0096  0.0046  0.1376
Si  -0.0336  0.0099  0.0664
Si  -0.0151  -0.019  0.0841
Si  -0.0115  0.0116  -0.0249
Si  -0.0165  0.0194  -0.0033
Si  0.0173  0.0254  -0.0145
O  0.0175  -0.0241  0.0409
O  -0.0135  0.0485  -0.052
O  0.0016  -0.0001  0.0007
O  0.0019  -0.0008  -0.007
O  0.0323  -0.02  0.0307
O  -0.0314  0.0132  -0.0515
O  0.0015  -0.0007  -0.0025
O  -0.0016  -0.0022  -0.0039
O  -0.0096  0.0207  -0.0029
O  0.0106  -0.0202  -0.0359
O  -0.0028  -0.0019  0.0024
O  0.0055  0.0177  -0.0141
O  -0.0213  0.0428  -0.0385
O  -0.046  0.0371  -0.0554
O  -0.0068  0.004  -0.0101
O  -0.007  0.0092  0.0075
O  0.005  -0.0039  0.0052
O  0.0019  -0.0024  0.0021
O  0.0013  -0.0004  0.0002
O  0.0005  0.0006  0.0016
O  -0.0029  0.0011  0.0034
O  0.0009  -0.0003  -0.0006
O  -0.0027  0.002  0.0058
O  -0.0001  0.0016  0.0052
Si  0  -0.005  -0.0089
Si  0.0045  0.0039  -0.0054
Si  -0.0037  0.0016  -0.0088
Si  0.003  0.0018  -0.0073
Si  0.0038  -0.01  -0.0031
Si  0.002  -0.0016  -0.0078
Si  -0.0084  0.0048  0.0096
Si  0.003  -0.005  -0.0103
Si  0.0242  -0.0088  0.0068
Si  0.004  -0.0003  -0.0054
Si  0.0019  -0.0005  -0.0089
Si  0.0016  -0.0001  -0.0077
Si  0.0103  -0.0117  0.0168
Si  -0.0012  0.0027  -0.0047
Si  -0.0057  -0.0035  0.003
Si  -0.0009  -0.0034  -0.0074
Si  0.0092  -0.0021  0.0018
Si  0.0003  0.0031  -0.0059
Si  0.0062  -0.0225  0.0214
Si  0.0064  -0.0039  -0.0072
Si  0.0022  -0.0027  -0.003
Si  -0.0041  -0.0129  -0.0051
Si  0.0019  -0.0041  -0.0075
Si  0.0003  0.0125  0.0043
Si  -0.0033  0.002  -0.0185
Si  0.0007  -0.0016  -0.0025
Si  0.0056  0.0016  -0.0103
Si  0.0007  0.0018  -0.0163
Si  -0.0033  -0.0002  -0.0045
Si  -0.0021  -0.0038  -0.008
Si  0.0117  -0.0134  -0.0089
Si  0.0075  0.0022  -0.0139
Si  -0.0037  -0.0025  0.0026
Si  0.0016  -0.0008  -0.0055
Si  0.0032  -0.003  -0.0079
Si  0.0023  -0.0035  -0.0055
Si  0.0008  0  -0.0095
O  0.0069  0.0003  0.0044
O  0.0012  0.0001  0.0125
O  -0.0017  -0.0057  0.0189
O  0.0057  -0.0057  0.0117
O  0.0019  -0.0009  0.0031
O  0.0035  0.0005  0.0041
O  0.0013  -0.0028  0.0013
O  0.0053  -0.0011  0.005
O  0  -0.0016  0.002
O  -0.0009  -0.0016  0.0096
O  0.0094  -0.0067  0.0055
O  -0.003  0.0028  0.0022
O  0.0119  0.0082  0.0102
O  0.0029  -0.0034  0.0021
O  -0.0022  0.0045  -0.0023
O  0.0045  -0.0026  0.011
O  0.0025  -0.0013  0.0017
O  0.0043  0.0005  0.0017
O  0.0025  -0.0036  0.0038
O  0.0019  -0.0004  0.0025
O  0.0023  -0.0003  -0.0043
O  -0.0035  -0.0048  0.007
O  0.0072  0.0012  0.0038
O  0.0039  -0.0018  0.0019
O  -0.0006  -0.0017  0.0009
O  0.0003  0.0044  -0.0016
O  -0.0014  0.0016  0.003
O  0.0031  -0.0011  0.0035
O  0.0024  0.0006  0.0002
O  0.0031  -0.0006  -0.0002
O  0.0063  -0.0005  0.0036
O  0.0029  -0.0007  0.0019
O  0.0084  -0.0015  0.0083
O  0.0111  -0.0086  0.0104
O  -0.0028  -0.0034  0.0021
O  0.0021  -0.0006  0.003
O  0.0014  -0.0035  0.004
O  0.0001  -0.006  0.0057
O  0.0013  -0.0072  0.011
O  0.0014  -0.0002  0.0017
O  -0.0021  -0.008  -0.0214
O  -0.0028  0.0067  0.0064
O  0.0051  -0.0119  0.0105
O  0  -0.0006  0.0014
O  0.0006  -0.0037  0.0056
O  0.001  -0.0011  0.0022
O  0.0022  -0.0011  -0.0001
O  -0.001  0.0032  0.0084
O  0.0033  -0.0037  0.0025
O  -0.0025  -0.0086  0.0056
O  -0.0046  -0.0033  0.0062
O  0.0013  -0.0216  -0.0044
O  -0.0017  0.0007  0.0026
O  -0.0093  0.0158  0.0006
O  0.0012  0.001  0.0009
O  0.0033  0.0045  0.006
O  -0.0042  -0.0028  0.0061
O  0.0033  -0.0036  0.0035
O  0.0026  -0.003  0.0029
O  0.0003  -0.0027  0.0001
O  -0.0003  -0.0072  0.0092
O  -0.0004  0.0002  0.0025
O  0.0025  0.0038  0.0122
O  0.002  0.0097  -0.0197
O  0.0194  0.0076  0.0231
O  0.0028  -0.0046  0.0023

The program warned: the cutoff lies below the one the program advises for these potential files; the exchange-correlation potential is rough where the density is thin.
